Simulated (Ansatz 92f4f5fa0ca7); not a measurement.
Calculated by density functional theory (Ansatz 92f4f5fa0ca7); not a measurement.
Periodic cell of 222 atoms, Si134O80N8, from a study of silicon, its oxide and their interface. The atomic structure is a simulated model.
Doubt: the cutoff is far below the 930 eV that the study's wrapper takes by default for these files, so forces and energies are approximate.

Settings: functional PBE; potential files Ansatz PAW; basis plane waves; wave-function cutoff 580 eV; density cutoff ratio 5; exchange-correlation grid ratio 1; k mesh 1 x 1 x 1, Gamma-centred; self-consistency stop 5e-08 eV per atom in the density residual; occupations fixed; spin none; net charge 0.

Cell vectors (angstrom)
a  10.938  0  0
b  0  10.938  0
c  0  0  31.4923

Atoms: element, x, y, z (angstrom)
Si  -0.3831  -0.006  24.2154
Si  5.5405  -0.2797  24.0005
Si  2.3563  2.7098  23.7787
Si  8.5951  2.311  23.649
Si  0.2796  5.2255  24.1665
Si  5.3638  5.672  23.7837
Si  1.9419  8.7653  24.0967
Si  7.7707  8.3607  24.0526
Si  1.1845  1.3787  25.3731
Si  6.7757  1.4362  25.1895
Si  4.1501  3.997  25.0618
Si  9.5199  3.998  25.2683
Si  1.2969  6.9058  25.4572
Si  6.5987  6.8868  25.4059
Si  3.9649  9.5301  25.3565
Si  9.384  9.4445  25.4955
Si  2.6797  0.0454  26.6851
Si  8.1104  0.0673  26.7145
Si  -0.0505  2.7813  26.7472
Si  5.4674  2.7618  26.6317
Si  2.813  5.4425  26.6092
Si  8.136  5.4812  26.626
Si  -0.063  8.2162  26.7976
Si  5.3437  8.2486  26.776
Si  4.1018  1.3673  28.074
Si  9.5708  1.3673  28.074
Si  1.3673  4.1018  28.074
Si  6.8362  4.1018  28.074
Si  4.1018  6.8362  28.074
Si  9.5708  6.8362  28.074
Si  1.3673  9.5708  28.074
Si  6.8362  9.5708  28.074
Si  0  0  29.4413
Si  5.469  0  29.4413
Si  2.7345  2.7345  29.4413
Si  8.2035  2.7345  29.4413
Si  0  5.469  29.4413
Si  5.469  5.469  29.4413
Si  2.7345  8.2035  29.4413
Si  8.2035  8.2035  29.4413
Si  1.3673  1.3673  30.8085
Si  6.8362  1.3673  30.8085
Si  4.1018  4.1018  30.8085
Si  9.5708  4.1018  30.8085
Si  1.3673  6.8362  30.8085
Si  6.8362  6.8362  30.8085
Si  4.1018  9.5708  30.8085
Si  9.5708  9.5708  30.8085
Si  2.7345  0  0.6835
Si  8.2035  0  0.6835
Si  0  2.7345  0.6835
Si  5.469  2.7345  0.6835
Si  2.7345  5.469  0.6835
Si  8.2035  5.469  0.6835
Si  0  8.2035  0.6835
Si  5.469  8.2035  0.6835
Si  4.1018  1.3673  2.0507
Si  9.5708  1.3673  2.0507
Si  1.3673  4.1018  2.0507
Si  6.8362  4.1018  2.0507
Si  4.1018  6.8362  2.0507
Si  9.5708  6.8362  2.0507
Si  1.3673  9.5708  2.0507
Si  6.8362  9.5708  2.0507
Si  0  0  3.418
Si  5.469  0  3.418
Si  2.7345  2.7345  3.418
Si  8.2035  2.7345  3.418
Si  0  5.469  3.418
Si  5.469  5.469  3.418
Si  2.7345  8.2035  3.418
Si  8.2035  8.2035  3.418
Si  1.4708  1.3325  4.7242
Si  6.8955  1.3868  4.7358
Si  4.154  4.0798  4.7725
Si  9.6206  4.0725  4.812
Si  1.4005  6.7727  4.8722
Si  6.7715  6.9316  4.8088
Si  4.1625  9.4969  4.811
Si  9.5849  9.4931  4.8062
Si  2.8883  0.022  6.0655
Si  8.2996  0.0765  6.0576
Si  0.2893  2.7563  6.1304
Si  5.5911  2.7639  6.09
Si  2.8788  5.3788  6.2387
Si  8.1205  5.4759  6.0061
Si  -0.0333  8.0937  6.2404
Si  5.4857  8.3093  6.4319
Si  4.3619  1.3878  7.4742
Si  10.1229  1.0481  7.2802
Si  2.0475  3.6188  7.7507
Si  6.7399  4.3379  7.5375
Si  4.3392  6.448  7.825
Si  9.4398  6.5333  7.5671
Si  1.2865  9.7461  7.2746
Si  6.7292  10.228  7.6195
O  5.5497  5.3212  8.1794
O  3.2135  2.4552  8.1514
O  0.8259  9.9304  23.6129
N  6.9729  9.7865  23.3464
O  1.4598  4.1093  23.792
O  1.5683  8.3129  10.7485
N  1.5968  4.4006  9.2821
O  7.8282  9.7464  8.8037
N  9.9347  3.661  10.4962
O  7.646  3.756  8.8049
N  5.715  0.5707  8.4272
N  3.3855  6.6983  9.3483
O  10.7652  6.3205  10.161
O  4.3821  0.1888  22.8751
N  8.359  5.4356  20.6181
O  4.1993  6.6001  23.0624
O  8.3243  7.301  22.862
N  2.3714  1.9487  22.0998
O  2.1963  8.193  22.5965
N  9.276  0.6924  23.1595
Si  5.4436  9.2083  11.0253
Si  2.8264  8.3057  9.7052
Si  5.6939  -0.7315  15.3351
Si  2.0811  4.1684  18.3281
Si  10.9013  -5.6442  14.4343
Si  1.8432  7.3042  17.6863
Si  16.1797  1.9184  14.121
Si  3.5407  0.7496  21.6011
Si  2.7509  5.3117  10.2547
Si  3.5305  3.5425  15.6689
Si  7.8534  -2.2032  20.0498
Si  8.7141  2.7578  9.5758
Si  8.1131  2.7871  14.091
Si  10.8658  4.8139  9.5238
Si  1.0296  2.5666  14.3417
Si  7.9676  -0.1538  22.3047
Si  11.6285  5.4603  21.3692
Si  7.9001  8.3824  9.7071
Si  8.2635  3.7009  20.7094
Si  5.066  3.5031  11.5639
Si  8.6619  -1.5871  15.2377
Si  14.2647  -1.7705  19.7937
Si  0.7676  -3.9243  11.2978
Si  21.2494  3.4435  12.1779
Si  9.1148  -3.1329  12.4567
Si  -1.1959  -4.0181  16.735
Si  16.0011  7.7554  13.827
Si  -0.9802  12.0767  15.979
Si  6.1785  1.6816  20.4395
Si  10.5658  2.4773  18.7658
Si  1.5592  2.7151  20.7641
Si  -1.5249  -4.6473  19.5338
Si  5.9474  10.3959  18.4108
Si  7.0458  5.4523  13.1471
Si  7.4755  6.4451  21.7286
Si  3.1729  7.105  21.9135
Si  6.2698  1.0635  10.0372
Si  13.6909  -4.4295  14.9512
O  8.4559  -1.0373  21.0275
O  4.5812  9.7823  18.9953
O  11.682  2.653  12.7077
O  6.9475  0.9933  21.7225
O  3.5241  5.0977  15.2125
O  11.1395  10.8242  7.9692
O  9.6364  1.9344  8.5436
O  2.5997  2.6005  14.7055
O  10.3855  -6.0214  12.9243
O  13.7723  -0.4875  20.7306
O  -1.763  -3.0378  19.6249
O  12.1915  6.2592  14.4172
O  6.0126  6.433  13.9478
O  6.8203  1.8865  13.7689
O  9.0815  2.5783  12.7974
O  3.88  7.9129  20.6907
O  12.8599  5.8686  11.5787
O  5.1351  -13.1848  15.1585
O  7.7073  4.3776  14.2073
O  4.999  2.8575  15.4574
O  -2.4388  7.1916  8.7691
O  10.1418  1.4586  17.5732
O  -0.2165  7.5046  12.4822
O  4.5826  1.6056  20.6761
O  3.5146  -3.6606  13.7416
O  0.5283  3.8391  21.3334
O  3.9685  9.2575  10.3665
O  -0.7755  5.0967  8.0674
O  7.2681  -0.8067  14.999
O  2.2674  -5.0726  21.3808
O  9.6546  -0.4418  15.8046
O  7.8152  1.5854  10.2783
O  8.9699  8.7411  13.7669
O  -8.6995  8.5162  18.7318
O  2.7212  7.4245  16.3056
O  0.6196  1.7037  19.847
O  17.6883  3.1957  20.2954
O  17.2204  4.5344  12.003
O  11.2051  -3.4783  17.2494
O  6.3432  -2.8049  10.1594
O  6.4255  5.4366  22.4923
O  5.3991  2.3795  10.4387
O  10.8324  16.8755  22.7083
O  4.8654  11.2863  14.4158
O  5.44  8.669  12.5527
O  13.9831  3.4772  17.212
O  6.0465  -0.2132  11.049
O  2.2859  9.0402  8.3661
O  2.1772  5.7972  18.2652
O  15.4546  13.5845  12.8466
O  0.5125  -7.2297  18.1192
O  5.6078  -0.2437  16.87
O  6.4578  0.8565  19.0667
O  9.1671  5.9527  17.9414
O  8.541  3.2238  22.2587
O  19.7494  2.185  15.4368
O  7.1437  -1.6157  18.7054
O  -2.2099  8.1484  16.3558
O  11.2953  3.8615  15.1005
O  10.9529  6.071  20.0174
O  3.9166  4.4003  10.8788
O  9.7985  -4.9089  15.3652
O  -1.6711  3.0636  19.5674
O  11.3128  12.2199  15.0714
O  8.784  -2.3377  11.0614
O  6.838  7.6769  20.8034
O  2.5832  3.5285  19.7499
O  19.099  -4.4751  12.4978

Results
free energy: -133762.792 eV
free energy less fixed offsets of N -385.13, O -568.88, Si -635.61 eV per atom: 0.388 eV

Forces (eV/angstrom), in the order of the atoms: element, x, y, z
Si  0.2137  -0.3327  0.017
Si  -0.0369  0.256  0.2347
Si  0.0435  0.1414  0.1109
Si  -0.1619  0.2223  0.4221
Si  -0.1755  0.0294  0.0615
Si  -0.0488  0.1027  -0.1458
Si  0.1206  0.0867  -0.0521
Si  0.468  0.0143  0.0813
Si  -0.0494  -0.0134  -0.2831
Si  0.2144  -0.2746  -0.4511
Si  -0.265  -0.1958  -0.1574
Si  0.0906  -0.1931  -0.3964
Si  -0.0398  -0.0688  -0.1362
Si  0.0042  -0.2172  -0.1025
Si  -0.2594  0.0457  -0.4253
Si  -0.3207  -0.1642  -0.1829
Si  0.0678  0.1364  0.1523
Si  -0.0712  -0.0075  -0.2374
Si  0.0601  0.1454  0.132
Si  -0.0365  0.054  -0.0399
Si  0.0005  0.1028  0.0086
Si  0.1169  -0.0104  0.0073
Si  -0.0342  -0.1167  0.0782
Si  -0.0549  0.0531  0.0843
Si  -0.0749  0.252  -0.3968
Si  -0.2083  -0.0453  0.1095
Si  0.2899  0.3411  -0.2533
Si  -0.1304  0.0978  -0.3448
Si  -0.2847  -0.5315  0.3712
Si  -0.4974  -0.5008  0.1694
Si  0.0078  0.2115  0.1393
Si  -0.4051  0.3363  0.1126
Si  0.0272  -0.036  -0.0149
Si  -0.0109  -0.1254  0.0193
Si  0.1045  0.0172  -0.0205
Si  0.0423  -0.0671  -0.0326
Si  0.0274  0.022  -0.0035
Si  0.0057  0.0203  0.0008
Si  -0.1226  -0.1442  0.0001
Si  -0.0799  -0.1693  -0.0206
Si  -0.0684  0.0308  -0.0187
Si  -0.0168  0.1224  -0.0255
Si  -0.0191  0.0094  0.0061
Si  0.0166  -0.0434  -0.0234
Si  -0.0723  0.0707  -0.0057
Si  -0.0497  0.0518  -0.0004
Si  -0.0071  0.019  -0.0177
Si  0.0308  0.0345  -0.0339
Si  0.047  -0.0412  0.0124
Si  -0.0131  -0.0591  -0.0127
Si  0.0545  -0.0312  0.0283
Si  0.0165  -0.1153  0.0303
Si  -0.0133  0.021  -0.0049
Si  0.047  -0.0073  -0.0199
Si  0.0209  -0.0484  0.0285
Si  -0.0059  -0.007  0.0298
Si  -0.0304  0.1274  -0.0094
Si  -0.0408  0.0462  0.005
Si  0.0379  0.023  0.0025
Si  0.1749  0.2064  0.0189
Si  -0.0743  -0.0772  -0.0308
Si  -0.0683  -0.0027  0.0658
Si  -0.0882  0.0448  0.0519
Si  0.0615  0.0914  -0.0189
Si  0.037  -0.295  0.2181
Si  0.2136  -0.2179  0.1421
Si  0.4226  0.1468  -0.5234
Si  0.5398  0.2123  -0.3206
Si  0.1977  -0.0735  0.2772
Si  -0.0724  0.3832  -0.0024
Si  0.034  -0.386  0.4123
Si  -0.1616  0.0233  -0.1198
Si  0.0983  0.1986  -0.0999
Si  -0.0434  -0.1184  -0.0968
Si  -0.007  -0.0138  -0.1477
Si  0.1165  -0.1249  0.0184
Si  0.0251  -0.0722  -0.0325
Si  -0.1643  0.0913  0.0979
Si  0.0461  -0.0402  -0.0373
Si  -0.0254  -0.1089  -0.1394
Si  -0.0573  0.0646  0.2974
Si  0.1138  0.0356  0.24
Si  0.0866  -0.1804  0.544
Si  0.1508  0.2501  0.4164
Si  0.0671  -0.143  0.4924
Si  0.0613  -0.0165  0.2158
Si  -0.1347  -0.2316  0.2774
Si  -0.0146  -0.0962  0.5455
Si  -0.3272  0.1565  -0.2882
Si  0.1517  -0.0568  -0.0116
Si  0.112  0.0371  -0.7248
Si  -0.1611  -0.2505  -0.2385
Si  0.3179  0.044  -0.5009
Si  0.0882  0.4015  -0.5361
Si  -0.0759  0.2109  0.1489
Si  -0.0564  -0.3055  -0.0888
O  -0.2132  0.3227  -0.0813
O  -0.0492  -0.0143  -0.0262
O  0.3983  -0.2362  0.2694
N  -0.4191  -0.1614  0.1106
O  -0.0781  0.0124  -0.0521
O  -0.0513  -0.0625  0.0006
N  0.0676  -0.1935  -0.0689
O  -0.1476  0.1395  -0.0924
N  0.0826  0.1094  -0.1142
O  0.0538  0.0028  -0.0035
N  -0.1834  -0.113  -0.2589
N  0.3537  -0.2387  -0.4438
O  0.022  0.0283  0.0729
O  0.1981  -0.1035  0.155
N  0.0309  -0.066  0.2197
O  0.1282  -0.0502  0.1121
O  0.055  0.1887  0.2014
N  -0.052  0.3292  0.4982
O  0.1328  -0.127  -0.2558
N  0.1231  0.4291  0.0356
Si  0.0312  -0.0354  0.1603
Si  -0.2453  0.2305  0.0732
Si  0.0129  0.0372  0.134
Si  -0.0472  -0.0116  -0.1294
Si  -0.0292  0.0287  0.2272
Si  -0.0963  -0.05  -0.0246
Si  0.0538  0.0227  0.1106
Si  -0.1327  -0.2947  -0.1639
Si  0.0871  0.044  0.0925
Si  0.0181  0.0333  0.1661
Si  0.0795  -0.1538  -0.2236
Si  -0.1257  -0.1154  -0.254
Si  0.0384  -0.0991  0.0725
Si  -0.106  -0.0388  0.0936
Si  -0.0752  0.0645  -0.0083
Si  0.0766  0.0362  0.0262
Si  -0.1589  0.0885  -0.1378
Si  0.0872  0.0315  -0.0751
Si  0.0581  0.0142  -0.2544
Si  0.0065  -0.0443  0.0748
Si  -0.0261  -0.0505  0.0951
Si  0.0862  0.1297  -0.088
Si  0.0184  0.1462  0.3362
Si  -0.0997  -0.1249  0.2048
Si  -0.1008  0  0.2184
Si  -0.0398  -0.1067  0.1113
Si  -0.0381  0.0068  0.0634
Si  -0.0019  0.1105  0.0332
Si  0.1059  -0.1337  -0.2982
Si  0.1146  -0.0399  -0.0233
Si  0.039  -0.0585  0.0349
Si  -0.1486  0.0393  -0.2924
Si  -0.0263  -0.0479  0.03
Si  -0.0376  -0.0408  0.1306
Si  -0.1328  0.228  -0.1934
Si  -0.0052  0.1165  0.0143
Si  -0.0555  0.025  0.099
Si  -0.1025  -0.0501  0.1099
O  -0.0206  0.1571  0.188
O  -0.0304  -0.0633  0.0886
O  -0.0254  0.074  0.0364
O  0.0435  -0.0087  0.114
O  0.0306  0.0136  -0.0627
O  -0.1475  0.1105  -0.6079
O  -0.1769  0.2134  0.2347
O  -0.0224  -0.0503  -0.0841
O  0.0258  -0.0669  -0.126
O  0.111  0.1476  0.1885
O  0.0181  -0.0236  0.1258
O  0.0544  -0.0354  -0.0651
O  0.0113  0.0213  -0.025
O  -0.0172  -0.0265  -0.008
O  -0.0229  0.0245  0.0146
O  -0.0201  -0.1433  0.0974
O  -0.0723  0.0932  -0.2492
O  0.0303  -0.0218  -0.0122
O  -0.0045  0.0587  -0.0242
O  -0.0777  0.005  -0.0579
O  -0.0213  -0.0313  -0.0493
O  -0.0154  -0.0529  -0.0843
O  0.0962  -0.0466  -0.1225
O  0.0053  0.0195  0.0153
O  0.0223  -0.0192  -0.0175
O  -0.0715  0.0261  -0.035
O  -0.0304  -0.0567  -0.0774
O  0.0553  0.0884  0.1291
O  0.0246  -0.0029  -0.0562
O  0.0739  0.0327  -0.0024
O  0.0108  0.0192  -0.0134
O  -0.036  -0.0874  0.0823
O  0.0008  -0.0294  -0.1687
O  -0.0125  -0.0356  0.0528
O  0.0373  0.0298  0.0027
O  0.0937  0.125  0.1091
O  -0.03  -0.0581  0.1166
O  0.0269  0.0077  -0.0648
O  0.0932  0.0126  -0.0193
O  0.0129  -0.0847  -0.0469
O  -0.2334  0.0036  0.3116
O  0.006  -0.0277  -0.135
O  0.064  -0.0306  0.1518
O  -0.0048  0.0406  -0.0522
O  0.0341  0.0642  -0.1968
O  0.0371  -0.0241  -0.0201
O  0.07  0.0437  -0.0534
O  0.2064  -0.1284  0.1699
O  0.0298  0.0453  -0.0094
O  -0.0159  0.0086  -0.0262
O  -0.0059  0.0314  -0.016
O  -0.0023  0.0393  -0.0557
O  0.0093  0.0737  0.0892
O  0.0956  0.0594  0.0277
O  0.037  -0.0655  0.1197
O  0.0147  0.0168  0.0071
O  0.0139  0.0158  0.1337
O  0.0044  0.0547  -0.0641
O  0.0341  0.0419  -0.0339
O  0.1138  -0.0255  0.1259
O  -0.0839  0.0534  -0.0976
O  0.0884  -0.0777  -0.1039
O  -0.127  0.045  0.1566
O  -0.0008  -0.0422  0
O  0.0022  0.0143  -0.0223
O  -0.0097  -0.1624  0.1437
O  -0.024  -0.0729  0.1097
O  0.0377  0.0801  -0.1063

The program warned: the cutoff lies below the one the program advises for these potential files; the exchange-correlation potential is rough where the density is thin.
